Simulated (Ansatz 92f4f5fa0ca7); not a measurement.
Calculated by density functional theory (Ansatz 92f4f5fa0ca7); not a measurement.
Periodic cell of 351 atoms, Si241O110, from a study of silicon, its oxide and their interface. The atomic structure is a simulated model.
Doubt: the cutoff is far below the 930 eV that the study's wrapper takes by default for these files, so forces and energies are approximate.
This geometry differs little from another in the collection (a relaxation step or a small displacement).

Settings
functional: PBE
potential files: Ansatz PAW
basis: plane waves
wave-function cutoff: 580 eV
density cutoff ratio: 5
exchange-correlation grid ratio: 1
k mesh: 1 x 1 x 1, Gamma-centred
self-consistency stop: 5e-08 eV per atom in the density residual
occupations: fixed
spin: none
net charge: 0

Cell vectors (angstrom)
a 11.6015 0 0
b 0 13.3963 0
c 0 0 40.2881

Atoms and the computed forces on them: element, x, y, z (angstrom), force x, y, z (eV/angstrom)
Si 0 2.2327 1.1851 0.0007 -0.0516 -0.009
Si 3.8672 2.2327 1.1851 0 -0.0701 0.0401
Si 7.7343 2.2327 1.1851 0.0148 -0.0219 0.0001
Si 1.9336 5.5818 1.1851 -0.0054 -0.0351 -0.0008
Si 5.8008 5.5818 1.1851 0.0153 -0.0128 0.009
Si 9.6679 5.5818 1.1851 0.0084 -0.0254 -0.0393
Si 0 8.9308 1.1851 -0.013 0.0158 0.0423
Si 3.8672 8.9308 1.1851 -0.032 0.0076 0.0055
Si 7.7343 8.9308 1.1851 0.0007 0.0084 -0.0047
Si 1.9336 12.2799 1.1851 -0.012 0.0196 -0.0225
Si 5.8008 12.2799 1.1851 0.0055 0.0197 -0.0107
Si 9.6679 12.2799 1.1851 0.0069 0.0662 0.0436
Si 1.9336 1.1164 1.9745 -0.0271 -0.0002 0.014
Si 5.8008 1.1164 1.9745 -0.0175 0.0262 0.0062
Si 9.6679 1.1164 1.9745 -0.0005 -0.0278 0.0228
Si 0 4.4654 1.9745 -0.0508 0.0443 -0.0154
Si 3.8672 4.4654 1.9745 -0.0267 0.1075 -0.0251
Si 7.7343 4.4654 1.9745 0.0373 0.0417 -0.0118
Si 1.9336 7.8145 1.9745 0.1357 0.0247 -0.0141
Si 5.8008 7.8145 1.9745 0.0603 -0.0303 -0.0329
Si 9.6679 7.8145 1.9745 -0.0584 0.0101 -0.0238
Si 0 11.1635 1.9745 0.1392 0.0255 -0.0164
Si 3.8672 11.1635 1.9745 0.0189 -0.0249 -0.0249
Si 7.7343 11.1635 1.9745 -0.1326 0.004 -0.0234
Si 1.9336 1.1164 4.3426 -0.1268 -0.0238 -0.1102
Si 5.8008 1.1164 4.3426 -0.0356 0.0793 0.0574
Si 9.6679 1.1164 4.3426 -0.0163 -0.0971 -0.3303
Si 0 4.4654 4.3426 -0.1583 0.0608 -0.2715
Si 3.8672 4.4654 4.3426 -0.0227 0.2255 0.2099
Si 7.7343 4.4654 4.3426 0.1369 0.1217 -0.1693
Si 1.9336 7.8145 4.3426 0.3368 0.1409 0.1021
Si 5.8008 7.8145 4.3426 0.1944 -0.0834 0.2066
Si 9.6679 7.8145 4.3426 -0.1739 0.0678 -0.2157
Si 0 11.1635 4.3426 0.3728 0.1542 -0.119
Si 3.8672 11.1635 4.3426 0.0069 -0.1175 0.0699
Si 7.7343 11.1635 4.3426 -0.3286 0.0486 -0.023
Si 0 0 35.9475 0.0614 -0.207 -0.6312
Si 3.8672 0 35.9475 0.0168 -0.2252 -0.5949
Si 7.7343 0 35.9475 -0.0199 -0.1039 -0.36
Si 1.9336 3.3491 35.9475 0.0118 -0.1824 0.3584
Si 5.8008 3.3491 35.9475 -0.0507 -0.3033 0.2303
Si 9.6679 3.3491 35.9475 0.1559 -0.2806 0.2917
Si 0 6.6981 35.9475 0.2766 -0.0248 0.3406
Si 3.8672 6.6981 35.9475 -0.1544 -0.1384 0.1927
Si 7.7343 6.6981 35.9475 0.0186 -0.0682 0.1976
Si 1.9336 10.0472 35.9475 -0.0969 0.1909 -0.1985
Si 5.8008 10.0472 35.9475 -0.3469 0.4325 0.0952
Si 9.6679 10.0472 35.9475 0.197 0.2647 0.0925
Si 0 0 38.3157 0.0166 -0.0616 0.0408
Si 3.8672 0 38.3157 0.0278 -0.0971 0.0217
Si 7.7343 0 38.3157 -0.0093 -0.0042 0.0256
Si 1.9336 3.3491 38.3157 -0.0051 -0.0828 -0.0034
Si 5.8008 3.3491 38.3157 -0.0203 -0.1123 -0.0001
Si 9.6679 3.3491 38.3157 0.0589 -0.1134 -0.0004
Si 0 6.6981 38.3157 0.0958 -0.0339 0.0016
Si 3.8672 6.6981 38.3157 -0.063 -0.0808 0.0133
Si 7.7343 6.6981 38.3157 0.0086 -0.0457 0.0153
Si 1.9336 10.0472 38.3157 -0.0272 0.0908 0.0155
Si 5.8008 10.0472 38.3157 -0.1255 0.1801 0.0112
Si 9.6679 10.0472 38.3157 0.0664 0.1323 0.0024
Si 0 2.2327 39.1051 -0.0006 0.0736 0.0195
Si 3.8672 2.2327 39.1051 -0.0066 0.0836 -0.0134
Si 7.7343 2.2327 39.1051 -0.007 0.0395 0.0004
Si 1.9336 5.5818 39.1051 -0.0081 0.0285 0.0559
Si 5.8008 5.5818 39.1051 -0.0078 0.0163 -0.0065
Si 9.6679 5.5818 39.1051 0.0018 0.0262 -0.0023
Si 0 8.9308 39.1051 0.0066 -0.0171 -0.0124
Si 3.8672 8.9308 39.1051 0.043 -0.0009 -0.04
Si 7.7343 8.9308 39.1051 -0.0045 -0.0066 -0.0829
Si 1.9336 12.2799 39.1051 0.023 -0.0248 -0.0106
Si 5.8008 12.2799 39.1051 -0.0171 -0.0372 0.0336
Si 9.6679 12.2799 39.1051 -0.0079 -0.0715 -0.0035
Si -4.9618 5.4207 27.1413 -0.0648 0.0135 -0.0257
Si 9.0053 -5.5764 20.1016 0.0186 0.0041 -0.0013
Si 6.158 -6.3043 20.0109 -0.0182 -0.0045 -0.0156
Si -1.6199 0.7511 19.7501 0.018 0.0077 -0.021
Si 4.0812 2.6575 29.4027 -0.024 0.0138 0.0116
Si 9.7571 -1.1544 28.7501 -0.0154 0.0636 0.0388
Si -5.6118 4.0816 29.0184 0.0073 0.0016 0.0118
Si 9.1334 12.8245 22.2673 -0.003 0.0108 0.0059
Si 5.9568 6.043 30.2575 -0.0102 -0.0164 -0.0016
Si 3.9101 8.7157 31.7795 0.0073 0.0177 0.015
Si 9.6612 5.5428 32.3135 -0.0044 -0.0008 0.0069
Si 11.7008 7.2302 29.7524 -0.0045 0.0189 -0.0042
Si 0.9443 0.0116 29.428 0.0196 -0.0005 -0.0189
Si 0.14 2.4424 29.6105 0.0055 -0.0191 -0.0134
Si 5.0408 0.2725 20.2528 -0.0105 -0.0069 -0.0063
Si 2.021 3.7563 28.9558 -0.0106 -0.0202 -0.0013
Si 6.8713 9.043 28.4673 0.0216 0.089 -0.0086
Si 11.6393 8.6718 31.8324 -0.012 0.0094 0.0212
Si 5.1777 4.3798 25.6655 -0.0471 -0.0351 -0.0117
Si 4.8129 10.2613 15.3757 -0.0208 -0.0688 -0.0947
Si 8.0826 10.037 22.2045 0.0021 0.0006 0.0153
Si 2.0847 5.9428 29.8803 0.0009 -0.003 -0.0162
Si 3.9381 15.5969 31.8232 -0.002 -0.0032 0.0249
Si 10.0403 10.8316 24.2734 -0.0136 -0.0041 0.019
Si 0.0094 2.2842 31.9838 0.0225 -0.012 -0.0097
Si 5.7794 -1.6062 29.6934 0.0035 0.0018 -0.116
Si 7.7645 2.1935 31.9087 -0.0053 -0.0023 0.0194
Si 1.9871 5.5458 32.1681 -0.004 -0.0062 0.0235
Si 5.8167 5.5613 32.4628 0.0002 -0.0006 -0.0097
Si 9.7298 3.7994 28.8519 0.0018 -0.0146 0.0137
Si -1.8618 5.9245 30.0571 0.0012 0.0138 -0.0307
Si 2.2364 4.3146 26.7169 0.0142 0.0165 -0.0557
Si 7.7795 8.6802 32.0931 0.0009 -0.0005 0.0047
Si 1.7681 12.4052 31.6937 0.0033 -0.0205 -0.0015
Si 5.7729 12.1484 31.9928 -0.0039 -0.0043 -0.0078
Si 9.5532 12.1528 31.9495 0.0152 -0.0154 -0.0147
Si 1.9609 1.1356 32.7186 -0.0113 -0.0163 0.006
Si 5.8258 1.043 32.6904 0.0003 0.0032 0.0039
Si 9.6902 1.0506 32.7108 -0.0028 -0.0072 0.0076
Si 0.0267 4.4402 32.8839 -0.0025 0.0029 0.0048
Si 3.8765 4.3514 32.8576 -0.0022 -0.0166 0.0008
Si 7.7481 4.3501 32.9254 -0.0007 -0.0078 0.0042
Si 1.9911 7.7792 32.8339 -0.0039 0.008 0.0131
Si 5.7832 7.8252 32.9804 -0.0099 0.0058 -0.0173
Si 9.7414 7.7742 32.9654 0.0164 0.0112 -0.0016
Si -0.0251 11.0506 32.5536 -0.0107 0.0185 -0.0076
Si 3.729 11.0809 32.5056 -0.005 0.0054 0.0003
Si 7.6841 10.9904 32.7835 0.0054 0.0276 -0.0319
Si 1.9454 1.1236 35.1218 0.0008 -0.0039 -0.008
Si 5.8031 1.1096 35.1048 -0.0005 0.007 -0.004
Si 9.6686 1.1069 35.117 0.0022 0.0132 -0.0066
Si 0.007 4.4611 35.2143 0.0004 -0.0056 0.0097
Si 3.863 4.4401 35.1965 0.0001 0.0068 0.0083
Si 7.7409 4.4416 35.2375 -0.0051 0.0117 0.0108
Si 1.9415 7.8311 35.1845 -0.0012 -0.0118 -0.0025
Si 5.7901 7.8402 35.276 0.0057 -0.0217 0.009
Si 9.6857 7.8259 35.2643 -0.017 -0.0092 -0.0003
Si 0.0007 11.1346 35.0446 0.0074 0.0052 -0.0066
Si 3.83 11.1387 35.0227 0.0128 0.0086 -0.0017
Si 7.7306 11.1325 35.1529 0.001 0.0074 0.0087
Si -0.0124 0.0065 5.1253 0.0239 0.0155 -0.003
Si 3.8578 -0.0016 5.1182 0.0064 0.0065 0
Si 7.7369 0.0068 5.1157 -0.0028 -0.0015 0.0112
Si 1.912 3.3535 5.0964 0.0167 0.0003 0.0063
Si 5.8101 3.3709 5.1117 -0.0105 0.0042 -0.0066
Si 9.6663 3.3316 5.0925 0.0042 0.0358 -0.0075
Si 0.0005 6.7238 5.0629 -0.0193 -0.0212 -0.0133
Si 3.8924 6.7159 5.201 0.0019 -0.0014 0.0052
Si 7.7616 6.6854 5.1791 -0.0243 0.0038 0.0207
Si 1.9438 10.0463 5.1763 0.011 0.0201 0.011
Si 5.7864 10.0254 5.1779 0.0075 0.0176 0.0122
Si 9.6758 10.0783 5.0398 -0.0234 -0.0229 -0.0019
Si -0.0343 0.0463 7.4898 -0.0209 -0.0162 -0.0095
Si 3.825 0.0549 7.4722 0.0027 0.0011 -0.0058
Si 7.7032 0.066 7.4714 -0.0018 0.0078 -0.0388
Si 1.8555 3.4355 7.437 -0.0114 -0.0097 -0.0026
Si 5.8176 3.4763 7.4629 -0.0042 -0.0164 0.0094
Si 9.6913 3.3056 7.4362 -0.0042 -0.0197 0.0243
Si 0.0794 6.8406 7.3787 0.0171 0.0139 0.0294
Si 4.0317 6.8006 7.6333 -0.0116 0.023 -0.0312
Si 7.9393 6.6795 7.5839 -0.0024 0.0198 -0.0508
Si 1.9882 10.0936 7.5878 -0.0071 -0.0431 -0.0333
Si 5.7764 10.0171 7.5894 -0.0034 -0.0229 -0.0103
Si 9.6827 10.2078 7.349 -0.0202 -0.0138 0.0675
Si -0.0171 2.2365 8.3546 0.0325 0.0415 -0.0001
Si 3.8362 2.3624 8.0587 -0.0211 -0.0101 -0.0093
Si 7.6955 2.3025 8.2499 -0.003 0.0027 0.0029
Si -2.1916 5.9858 11.995 0.0525 -0.4285 -0.214
Si 11.3814 2.5234 10.7663 -0.024 -0.0287 0.0336
Si 11.047 9.3091 10.5402 0.0254 0.0059 -0.0551
Si -0.0442 9.0954 8.2168 -0.002 0.0213 0.0793
Si 3.8379 8.9804 8.6518 0.0209 -0.0055 0.0223
Si 7.8596 8.9856 8.1455 0.0132 0.0284 0.0181
Si 1.8745 12.3501 8.2853 0.0149 0.027 0.0057
Si 5.6873 12.3191 10.4975 -0.0581 0.0073 0.026
Si 7.6184 15.6954 10.6039 0.0415 0.0452 0.0287
Si -3.9744 7.5486 11.5878 -0.2715 0.5293 -0.2894
Si -1.3923 -3.9086 17.7929 -0.004 0.0036 -0.0114
Si 2.4406 -1.4389 16.2033 0.0048 0.0164 -0.0223
Si 2.0009 5.7169 8.0972 -0.0018 -0.0022 0.0263
Si 5.9921 5.6496 8.4434 -0.0053 0.0058 -0.0987
Si 13.168 1.2177 17.554 0.0141 -0.0119 0.0192
Si 4.6915 7.703 13.7894 -0.04 0.0597 0.01
Si 6.0668 5.7171 10.8585 0.0433 0.0237 0.1463
Si 4.2878 5.7148 18.0499 0.0052 -0.0134 -0.0446
Si 3.6481 11.5786 11.5025 0.0217 -0.0399 -0.0743
Si 2.5746 9.4491 21.4018 -0.0014 0.0057 0.0098
Si 9.4569 14.7094 11.6618 -0.026 0.0491 -0.0001
Si 7.6515 -2.1576 11.366 -0.0054 0.0003 0.028
Si 8.4297 1.9385 13.8166 0.0027 0.0288 -0.0048
Si 9.6154 -1.0019 8.3319 0.0107 -0.0185 0.0063
Si 3.3696 9.1072 11.2788 -0.0358 0.0162 -0.0623
Si 5.7749 -1.0955 8.1828 0.0184 0.0023 0.0193
Si 11.3724 -1.8951 11.559 0.0134 -0.0084 -0.0497
Si 5.5558 14.6221 11.1916 -0.0611 -0.025 0.0027
Si 3.7666 4.8143 11.1107 0.0033 -0.0261 -0.0308
Si 9.4965 12.5613 10.7512 -0.006 -0.0396 0.0045
Si 0.9101 4.6053 14.8159 0.0249 0.044 -0.0024
Si 3.7777 15.923 10.3338 0.0376 -0.0163 0.0072
Si 13.3162 12.5989 10.6316 -0.0017 -0.0112 0.0451
O -10.5018 -6.4346 23.986 0.0057 -0.0031 -0.0037
O -3.0326 9.1097 20.9763 0.0069 -0.015 0.0108
O 13.1183 4.8571 16.3001 -0.0332 -0.0541 -0.0568
O 14.016 26.9389 16.6226 -0.0015 -0.018 0.0095
O 4.4433 -3.3395 25.9714 -0.0024 -0.0248 0.0105
O -12.9676 -1.0638 15.8072 -0.0147 -0.0012 0.0155
O 15.7439 -4.1293 21.7253 -0.0059 -0.0021 0.0013
O 9.0514 23.1842 23.5028 -0.0148 0.0157 -0.0262
O 7.0689 8.5562 12.8616 0.0396 0.1071 0.1066
O 31.0784 3.4581 13.4223 -0.0051 -0.0389 0.0247
O -22.0303 11.7018 15.2135 -0.0074 -0.0018 0.0052
O -7.2677 -12.06 14.3882 -0.0372 -0.0176 -0.1089
O -4.8138 -12.6024 26.746 0.0047 0.0107 0.005
O 14.9493 0.6154 23.0829 -0.0037 -0.0024 -0.0045
O 15.873 -14.7058 29.0774 0.0293 -0.0008 0.0393
O 11.9268 4.2532 18.557 0.0319 -0.0009 -0.0101
O 2.0859 -0.0535 28.2481 -0.0073 0.0031 0.0256
O -1.6737 32.444 22.9625 -0.0033 -0.0005 0.0072
O -13.7366 1.8916 15.1178 -0.0054 0.0051 0.0039
O -7.7654 -15.2416 15.479 0.0116 -0.0198 0.014
O -1.2253 17.7633 20.7016 0.0026 0.0083 0.0066
O 11.9473 21.4369 26.3283 0.0323 -0.0276 0.0107
O 15.5739 12.6832 26.5118 -0.0141 -0.005 -0.0086
O 13.0084 -7.7144 26.3146 0.0144 0.0133 0.0035
Si -4.8989 0.4895 17.6558 -0.0142 0.0146 -0.0285
Si 7.537 0.6792 28.2055 0.0003 -0.1266 -0.0321
Si 8.1092 2.2309 23.2289 -0.0084 -0.0038 0.0119
Si 15.2928 13.2147 28.0461 -0.0192 -0.0289 0.0123
Si 3.5367 4.9555 13.3818 0.1149 -0.0229 0.2584
Si -2.5058 5.155 26.9165 0.0471 0.0413 -0.0381
Si -0.3929 -6.4461 13.1919 0.1645 0.0607 0.0163
Si 19.3628 -10.7519 29.5395 0.0002 -0.0082 0.0016
Si -3.6266 -10.6312 19.0226 -0.0048 0.0011 -0.0149
Si 11.1055 1.8261 15.264 -0.0221 -0.0025 -0.0158
Si -7.6796 0.7543 12.9074 0.0741 -0.0073 0.081
Si 4.0685 -6.1052 29.6157 -0.0044 0.0221 0.0118
Si 15.404 -1.9439 25.4294 0.005 0.0192 0.0279
Si 9.3957 -1.0427 17.2296 0.0073 0.0172 -0.0162
Si 6.7851 20.2934 15.1699 -0.0355 -0.0018 0.0202
Si 5.7184 -11.722 15.227 -0.0287 0.0462 -0.0073
Si 1.3299 -2.1946 23.7156 0.0018 -0.0003 0.0026
Si 36.777 -11.921 11.4389 -0.0051 0.0129 -0.011
Si 13.0567 -19.6556 25.5599 -0.0098 -0.0101 0.0347
Si 13.2021 5.8139 10.3717 -0.0002 -0.0087 -0.0181
Si 10.9026 18.3226 10.3925 0.0983 0.0311 0.2076
Si 17.9574 1.5674 25.3861 0.0063 -0.0227 0.0339
Si 1.1225 7.8407 11.4957 0.0102 0.04 0.0177
Si 9.9611 32.2794 8.2394 -0.1195 0.0913 0.0714
Si -4.2543 -3.2768 13.4443 -0.0188 -0.0671 0.0702
Si 16.3632 -0.1928 23.2174 0.0079 0.0101 0.0179
Si -2.3094 10.4362 27.3518 0.0226 -0.0696 -0.0173
Si 9.4173 -4.7912 14.9193 -0.021 -0.005 0.0029
Si 1.7166 -6.663 22.4963 0.0036 -0.0042 0.0181
Si 8.5645 9.2771 10.3447 -0.0565 -0.1169 -0.0217
Si 5.381 -5.0837 17.5227 0.012 -0.0477 -0.0373
Si 5.6138 4.1006 15.5842 -0.0279 0.0011 -0.057
Si -0.1871 -1.0132 14.6389 0.0125 0.0033 -0.0021
Si 1.7587 14.0133 22.6923 -0.0091 0.0213 -0.0009
Si -13.0835 4.3644 23.9543 0.025 -0.002 0.0004
Si 3.9547 18.1508 22.8718 -0.0026 0.0036 0.0139
Si -6.2184 7.5072 27.5294 0.0405 -0.0197 -0.0095
Si 10.9413 -5.6341 27.5951 -0.0628 0.095 -0.0665
Si 7.861 7.4955 29.9863 -0.0156 0.0119 -0.0081
Si 1.9413 0.1207 19.6403 -0.0354 0.0232 -0.0349
Si 24.6384 -2.7407 18.8097 0.005 0.0086 -0.011
Si -10.1687 16.6183 24.122 -0.0043 0.0022 0.0092
Si 10.6916 16.9622 19.3352 0.0106 -0.0083 -0.0181
Si 16.97 8.5884 22.5348 -0.0012 0.0001 -0.0085
Si 1.754 4.2129 17.772 -0.0292 0.0273 -0.0477
Si 22.3219 19.1129 21.5314 -0.0051 -0.0194 0.0043
Si -3.8284 17.6455 11.9275 0.0979 -0.1828 0.0217
Si -18.789 -4.9535 25.6036 -0.0682 0.0134 -0.0331
Si 5.9351 16.5626 21.1212 -0.0029 0.0036 0.0027
O 15.7193 7.2413 17.4347 0.0093 0.0093 0.0183
O 0.1192 -25.2404 16.7698 0.0059 -0.0023 0.0172
O 2.8702 7.9116 25.6316 0.0486 0.0086 0.0061
O -1.4797 -0.1208 18.379 -0.0205 -0.0038 0.0132
O -5.7632 -4.9655 19.0938 0.0087 -0.0006 0.0135
O -26.9272 12.9166 17.0716 0.0062 0.0024 0.0124
O 26.7596 19.9111 13.9275 -0.0079 -0.0029 -0.052
O 6.7896 32.0484 15.3511 -0.0052 -0.0142 0.0067
O 10.602 -5.0623 13.835 -0.0014 -0.0811 0.0047
O 22.983 -0.9783 28.8261 0.0176 0.0006 -0.009
O -3.3275 14.1338 22.6411 0.004 -0.002 0.0011
O 28.534 -0.4683 21.6992 -0.0033 -0.0003 0.005
O 10.2681 7.069 20.7803 -0.0328 0.0256 -0.0215
O 20.7149 13.5907 28.0379 -0.0207 0.0081 0.0228
O 21.8039 9.1895 27.866 0.0341 -0.0419 0.0029
O 7.2171 2.0573 17.7745 0.0005 -0.0215 0.0278
O 19.9748 20.7207 14.9002 0.0435 0.0245 0.015
O 12.5966 -0.6727 23.2904 -0.0015 -0.0202 0.0077
O 16.6017 -5.2162 24.078 0.0011 -0.0066 0.0265
O -9.5134 17.6963 13.7435 -0.0976 0.0431 0.0501
O -7.0541 -14.9933 24.0133 -0.0051 -0.0006 -0.0029
O -13.3572 20.0202 27.0787 0.0087 -0.0136 0.0328
O 54.1663 6.7764 19.9242 0.0122 0.0065 0.0067
O 6.8787 -10.4774 22.4183 0.0151 -0.01 0.0138
O -13.7149 -5.0622 18.6538 -0.0129 -0.0012 0.0409
O 11.6352 0.5922 14.3088 -0.0018 -0.0091 0.0164
O 1.573 14.1895 21.0844 -0.0004 0.0065 0.0349
O 6.1193 -13.4988 19.0705 -0.0131 0.0037 0.0204
O 21.0075 18.0257 25.3869 -0.0004 0.0038 0.0375
O 39.5857 4.2221 21.5742 -0.0003 -0.003 -0.0014
O -18.1982 18.2962 24.1138 0.0076 0.0006 0.0288
O 16.7221 1.8713 20.5626 0.0045 0.0007 0.0012
O 5.2731 16.1329 25.6988 0.01 0.0294 0.0001
O 23.1841 -3.0309 24.0539 0.0002 0.017 -0.0033
O 10.2463 -17.9144 16.2886 -0.0061 -0.0012 0.0073
O -13.9595 12.0977 30.3031 -0.0062 -0.0121 0.0212
O -2.3039 -2.5595 17.7971 0.0054 -0.0174 0.0081
O 21.7859 13.2131 21.067 -0.0048 -0.008 0.0135
O -3.8586 9.8872 27.3381 -0.032 -0.0187 0.0413
O -3.4268 11.606 21.7477 0.0036 -0.0138 0.0021
O 15.9236 28.0878 28.4243 -0.0126 -0.0363 -0.022
O 6.8093 12.78 28.9002 -0.0142 0.0436 0.0323
O 16.898 5.8708 19.3373 -0.0002 0.0037 0.0175
O -0.4678 -1.7935 13.2324 -0.0006 0.0016 0.046
O -16.6391 9.6822 22.6151 0.0135 0.0024 -0.0046
O -17.434 -12.7557 24.1838 -0.0089 -0.003 -0.0095
O -3.8707 -11.1782 24.8122 -0.0081 -0.0092 -0.0158
O -0.5426 1.9924 19.6615 -0.0039 -0.0016 -0.0036
O 11.6855 9.8391 18.402 -0.0004 0.0075 -0.0003
O 18.1653 -5.7756 16.6325 -0.0182 0.0229 0.0482
O 23.1751 -10.1133 14.7359 0.043 0.0689 0.0059
O 13.6629 37.4028 22.4002 -0.0117 0.0005 0.0047
O 35.9198 12.091 19.5333 -0.0049 -0.0235 -0.0021
O 4.4654 21.6344 12.1951 0.08 -0.0788 0.1188
O 17.7114 10.614 14.429 0.0131 -0.0673 -0.0313
O -17.6435 14.0457 16.5122 0.0201 -0.009 0.0185
O 32.8806 10.9073 25.8435 -0.0093 0.0023 0.0273
O 20.1256 1.4895 19.9131 -0.0057 0.0012 -0.0056
O -6.9136 4.1771 14.2321 -0.0969 0.0661 -0.059
O 3.789 -0.9192 12.9375 -0.0068 0.0326 0.0312
O 0.739 19.1094 21.7 -0.0042 0.0071 0.0021
O 38.9006 8.9648 14.6737 0.0269 0.0439 0.0426
O 9.2751 3.6063 18.4867 0.0006 0.0033 0.0093
O 17.4298 20.7094 21.6014 -0.0002 0.0038 0.0021
O 11.7187 4.162 24.1115 -0.0177 -0.009 0.0025
O 0.1103 -7.4384 14.4053 0.0322 -0.0665 -0.0062
O -22.1981 15.2257 23.4473 0.0069 0.0014 0.0005
O 30.1444 3.6556 19.9147 -0.0066 -0.0026 0.0119
O 21.4664 -1.0727 23.6295 -0.0031 -0.0134 -0.0023
O 25.5699 -16.9895 19.8315 -0.0068 -0.0049 0.0084
O 26.4587 19.5835 22.5208 -0.0149 0.0022 0.0002
O -8.7608 -8.2527 18.5539 -0.0158 -0.003 0.0098
O 5.1445 -3.59 16.9228 0.0007 0.0159 -0.0052
O -6.7584 -8.7803 16.961 -0.0025 0.0107 -0.0006
O 37.5117 -9.6129 23.2751 0.0081 0.0038 0.0088
O 13.3059 -5.2775 21.6761 0.0035 0.007 -0.0042
O 15.4007 -8.6447 26.4803 -0.0066 0.0004 0.0042
O 7.057 14.5833 14.3592 0.0045 0.029 -0.0001
O 25.4335 -15.6064 25.077 -0.0043 -0.0001 -0.0094
O -21.3462 -10.3181 25.6956 0.0005 0.0064 0.0213
O 3.5726 -0.1442 19.6717 0.0339 -0.0062 0.0119
O 13.9039 -2.4473 17.4714 -0.0201 0.005 0.0304
O -2.9668 23.3691 14.4657 -0.0846 -0.0038 -0.0474
O -2.1059 -23.7259 23.1829 -0.0066 0.0093 0.0076
O 48.7308 2.6793 17.6448 -0.031 0.0049 0.0098
O -17.0702 -3.1922 29.4106 0.0136 0.0239 0.0065

Results
free energy: -215752.260 eV
free energy less fixed offsets of O -568.88, Si -635.61 eV per atom: 6.550 eV

The program warned: the cutoff lies below the one the program advises for these potential files; the exchange-correlation potential is rough where the density is thin.
